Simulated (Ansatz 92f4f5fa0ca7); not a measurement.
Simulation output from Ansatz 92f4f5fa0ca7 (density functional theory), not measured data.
Periodic cell of 430 atoms, Si266O164, from a study of silicon, its oxide and their interface. The atomic structure is a simulated model.
Doubt: the cutoff is far below the 930 eV that the study's wrapper takes by default for these files, so forces and energies are approximate.
This geometry differs little from another in the collection (a relaxation step or a small displacement).

Settings: functional PBE; potential files Ansatz PAW; basis plane waves; wave-function cutoff 580 eV; density cutoff ratio 5; exchange-correlation grid ratio 1; k mesh 1 x 1 x 1, Gamma-centred; self-consistency stop 5e-08 eV per atom in the density residual; occupations fixed; spin none; net charge 0.

Cell vectors (angstrom)
a 15.4687 0 0
b 0 12.8259 0
c 0 0 37.7623

Atoms and the computed forces on them: element, x, y, z (angstrom), force x, y, z (eV/angstrom)
Si -0.03 1.165 35.087 0.001 0.001 0.004
Si 3.866 1.164 35.089 -0.001 -0.002 0.004
Si 7.749 1.172 35.057 0 -0.001 0.001
Si 11.593 1.172 35.088 0.001 -0.001 0.002
Si 1.926 7.571 35.108 0.002 0.002 0.001
Si 5.813 7.575 35.07 -0.001 0 0.002
Si 9.696 7.576 35.106 -0.002 0 0
Si 13.52 7.57 35.091 0.001 0.001 -0.001
Si 1.934 5.247 35.495 -0.042 -0.081 -0.038
Si 5.801 5.247 35.495 -0.103 -0.055 -0.211
Si 9.668 5.247 35.495 0.23 -0.092 -0.473
Si 13.535 5.247 35.495 -0.053 0.062 -0.02
Si 0 11.66 35.495 0.183 0.071 0.507
Si 3.867 11.66 35.495 0.001 -0.093 0.087
Si 7.734 11.66 35.495 0.071 -0.045 -0.181
Si 11.602 11.66 35.495 -0.122 0.061 0.221
Si 0 4.664 36.732 0.03 -0.008 -0.018
Si 3.867 4.664 36.732 0.003 -0.036 -0.043
Si 7.734 4.664 36.732 -0.044 -0.112 -0.124
Si 11.602 4.664 36.732 -0.001 -0.081 -0.06
Si 1.934 11.077 36.732 -0.05 0.1 0.08
Si 5.801 11.077 36.732 -0.014 0.033 -0.01
Si 9.668 11.077 36.732 0.027 0.049 0.019
Si 13.535 11.077 36.732 0.011 -0.01 -0.013
Si 0 2.332 37.144 -0.091 -0.013 0.047
Si 3.867 2.332 37.144 0.052 -0.008 0.049
Si 7.734 2.332 37.144 0.021 -0.063 -0.125
Si 11.602 2.332 37.144 -0.044 0.014 0.073
Si 1.934 8.745 37.144 -0.048 0.022 0.117
Si 5.801 8.745 37.144 0.032 -0.025 -0.078
Si 9.668 8.745 37.144 0.091 0.054 0.161
Si 13.535 8.745 37.144 -0.039 0.028 0.038
Si 1.934 1.749 0.619 0.029 -0.053 -0.014
Si 5.801 1.749 0.619 -0.032 0.009 -0.021
Si 9.668 1.749 0.619 0.003 0.006 -0.008
Si 13.535 1.749 0.619 0.016 0.009 0.007
Si 0 8.162 0.619 0.047 0.025 -0.012
Si 3.867 8.162 0.619 -0.05 0.004 -0.027
Si 7.734 8.162 0.619 -0.014 -0.006 -0.027
Si 11.602 8.162 0.619 0.016 0.034 0.021
Si 0 5.83 1.031 -0.017 -0.004 0.004
Si 3.867 5.83 1.031 -0.009 0.004 0.003
Si 7.734 5.83 1.031 0.034 0.049 0.022
Si 11.602 5.83 1.031 -0.005 0.024 0.027
Si 1.934 12.243 1.031 0.064 -0.015 0.035
Si 5.801 12.243 1.031 0.015 0.005 0.01
Si 9.668 12.243 1.031 -0.04 -0.014 0.021
Si 13.535 12.243 1.031 -0.001 0.002 0.015
Si 1.934 5.247 2.268 0.021 -0.018 0.013
Si 5.801 5.247 2.268 -0.082 0.001 0.077
Si 9.668 5.247 2.268 -0.029 -0.023 -0.122
Si 13.535 5.247 2.268 0.108 0.013 -0.039
Si 0 11.66 2.268 -0.057 0.052 0.143
Si 3.867 11.66 2.268 -0.023 -0.005 -0.029
Si 7.734 11.66 2.268 0.015 -0.02 -0.088
Si 11.602 11.66 2.268 0.034 0.02 0.032
Si 1.934 2.915 2.68 -0.037 0.131 0.096
Si 5.801 2.915 2.68 0.022 -0.031 -0.042
Si 9.668 2.915 2.68 0.004 -0.01 0.034
Si 13.535 2.915 2.68 -0.017 -0.012 0.021
Si 0 9.328 2.68 -0.059 -0.066 -0.036
Si 3.867 9.328 2.68 0.054 -0.017 -0.011
Si 7.734 9.328 2.68 0.016 0.009 0.018
Si 11.602 9.328 2.68 -0.007 -0.011 0.022
Si 0.166 -0.16 28.807 0.005 -0.011 0.002
Si 3.775 -2.371 28.794 0.005 0.007 0
Si 1.483 2.883 25.523 0.001 0.002 0.01
Si 12.962 -0.757 27.496 -0.001 -0.003 0.009
Si 1.56 6.765 28.378 0.011 0.007 0
Si 5.873 6.595 28.849 -0.028 0.021 -0.004
Si 7.998 4.654 25.56 -0.001 0.002 0.005
Si 13.834 6.995 28.332 -0.003 -0.002 -0.004
Si 1.692 3.743 28.612 -0.003 0.014 0.019
Si 5.443 3.564 28.942 0 -0.002 0.008
Si 8.669 5.711 28.174 -0.004 -0.007 0.005
Si 11.553 1.674 28.166 -0.003 0.01 -0.001
Si 0.044 10.407 29.226 -0.007 0.01 0.008
Si 3.264 12.731 28.542 0.009 -0.008 0.01
Si 8.097 11.38 28.713 -0.001 -0.003 -0.001
Si 11.964 11.308 29.456 0.014 0.013 -0.009
Si -0.223 3.564 30.025 -0.002 0.001 -0.007
Si 3.502 3.219 30.121 0.01 -0.002 0.004
Si 7.51 3.449 30.051 0.001 -0.002 0.001
Si 13.065 4.131 29.201 0.006 0.003 0.005
Si 2.014 9.814 30.242 0 -0.002 0.005
Si 5.665 9.92 30.144 0.003 -0.001 0.007
Si 9.863 10.465 29.92 -0.009 0.001 0.001
Si 13.608 10.027 30.47 -0.001 -0.001 0.004
Si -0.07 1.264 30.636 -0.001 0 0.007
Si 3.748 0.974 30.619 -0.004 -0.001 -0.005
Si 7.769 1.113 30.512 0 -0.001 0.006
Si 11.599 0.645 30.367 -0.016 -0.008 0.001
Si 1.945 7.528 30.58 -0.004 0 -0.002
Si 5.846 7.626 30.878 0.002 -0.002 -0.014
Si 9.737 7.36 30.388 0.009 0.003 -0.01
Si 13.539 7.718 30.565 -0.003 0.002 -0.012
Si 1.838 0.556 31.884 -0.005 0.002 0
Si 5.792 0.591 31.774 0.001 0 -0.001
Si 9.686 0.586 31.778 0.004 0.005 -0.004
Si 13.488 0.637 31.821 0.007 -0.009 0.002
Si -0.012 7.022 31.788 0.002 0 0.008
Si 3.84 6.897 31.835 0.002 -0.001 0.003
Si 7.846 6.941 31.83 -0.01 0.005 0.01
Si 11.63 7.038 31.749 0.003 -0.003 0.004
Si 0.006 4.68 32.134 0 -0.005 0.003
Si 3.814 4.548 32.131 -0.003 0.003 -0.004
Si 7.72 4.583 32.156 0.001 0 0.005
Si 11.721 4.72 32.059 -0.008 0.005 0.017
Si 1.916 11.056 32.254 0 -0.003 0.001
Si 5.794 11.09 32.196 0.001 0.001 0
Si 9.677 11.106 32.203 -0.001 0.002 0.001
Si 13.601 11.184 32.441 -0.003 0.004 0
Si 1.91 4.076 33.425 0.001 0.002 0
Si 5.776 4.055 33.412 -0.001 -0.003 -0.005
Si 9.732 4.093 33.328 -0.002 0.001 -0.005
Si 13.557 4.113 33.415 0.002 0.001 0.001
Si 0.045 10.441 33.529 0.002 -0.001 -0.002
Si 3.872 10.479 33.444 -0.003 0 0
Si 7.742 10.47 33.415 -0.006 0.001 0.001
Si 11.594 10.505 33.46 -0.001 0.002 -0.002
Si 1.912 1.754 33.896 -0.004 0.001 0.004
Si 5.795 1.743 33.845 0.003 0.004 -0.001
Si 9.695 1.78 33.817 0 0.001 0
Si 13.505 1.802 33.861 -0.003 0.002 0.002
Si -0.009 8.122 33.878 -0.002 -0.001 -0.002
Si 3.843 8.128 33.859 -0.001 -0.005 -0.001
Si 7.791 8.137 33.864 0.004 0 -0.001
Si 11.601 8.169 33.837 -0.001 -0.003 -0.001
Si 0 2.332 3.917 0.039 0.186 0.293
Si 3.867 2.332 3.917 0.19 0.023 0.208
Si 7.734 2.332 3.917 -0.19 -0.1 -0.181
Si 11.602 2.332 3.917 -0.016 -0.009 -0.07
Si 1.934 8.745 3.917 -0.029 -0.095 0.173
Si 5.801 8.745 3.917 -0.169 -0.08 -0.202
Si 9.668 8.745 3.917 -0.015 0.071 -0.2
Si 13.535 8.745 3.917 0.223 0.127 -0.105
Si 1.944 6.4 4.34 0 0.002 -0.002
Si 5.781 6.415 4.345 0.002 -0.002 -0.004
Si 9.653 6.419 4.31 0.002 0 -0.001
Si 13.56 6.417 4.324 0 0 -0.003
Si 0.003 12.837 4.352 0 0.004 -0.001
Si 3.864 12.832 4.32 0.001 0.001 -0.001
Si 7.729 12.825 4.317 0.001 0.001 0
Si 11.609 12.825 4.337 -0.001 0.004 -0.001
Si 0.016 5.848 5.594 -0.002 -0.002 -0.002
Si 3.859 5.787 5.609 -0.001 0 -0.002
Si 7.728 5.814 5.543 0.002 -0.003 0
Si 11.601 5.849 5.499 -0.001 0.003 0.001
Si 1.949 12.224 5.568 0.001 -0.005 0
Si 5.793 12.234 5.54 -0.001 -0.001 0.003
Si 9.658 12.256 5.551 0.001 0.001 -0.001
Si 13.538 12.305 5.622 -0.005 -0.003 -0.001
Si -0.009 3.505 6.033 0.005 -0.003 -0.003
Si 3.939 3.462 6.033 -0.001 0.001 -0.004
Si 7.708 3.491 5.954 0 -0.002 -0.002
Si 11.588 3.529 5.952 0 -0.005 0.001
Si 1.942 9.895 6.01 0.002 0.002 0
Si 5.731 9.899 5.953 -0.002 0.003 0.001
Si 9.66 9.933 5.944 0.001 -0.005 0.005
Si 13.635 9.972 5.936 0.003 0.001 -0.001
Si 1.982 2.905 7.218 -0.001 -0.001 0.001
Si 5.892 2.896 7.354 0.005 -0.001 0.009
Si 9.635 2.899 7.129 -0.007 0.011 0.005
Si 13.456 2.971 7.262 0.001 -0.003 -0.007
Si 0.03 9.402 7.316 -0.002 -0.003 0.007
Si 3.848 9.194 7.238 -0.001 0.006 0.006
Si 7.672 9.305 7.093 0.001 0.001 0
Si 11.684 9.464 7.073 -0.007 -0.001 -0.004
Si 0.073 7.008 7.672 0 0.006 -0.001
Si 3.822 6.873 7.725 -0.004 0.004 0.004
Si 7.729 6.999 7.574 -0.008 -0.002 0.004
Si 11.661 7.161 7.438 0.004 -0.002 0.001
Si 1.939 13.415 7.612 -0.008 0.004 -0.005
Si 5.858 13.371 7.606 0.005 0.009 -0.003
Si 9.638 13.407 7.62 0.003 0 0.004
Si 13.398 13.481 7.725 0.003 0.004 0
Si 1.905 6.241 9.049 0.001 -0.005 -0.013
Si 5.828 6.305 8.846 0.011 -0.005 -0.007
Si 9.761 6.972 8.774 -0.01 0.032 -0.004
Si 13.517 6.536 8.745 -0.001 -0.003 -0.007
Si -0.054 13.059 8.853 0.003 -0.015 -0.007
Si 3.921 12.682 8.712 0.006 -0.016 -0.004
Si 7.736 10.348 9.176 -0.015 0.01 -0.007
Si 11.439 12.898 9.039 -0.004 0.003 -0.006
Si 2.056 3.841 9.384 -0.001 -0.006 0.007
Si 6.008 4.072 9.492 0.001 -0.002 -0.005
Si 7.673 3.963 11.269 -0.008 0.012 -0.001
Si 13.214 4.271 9.255 0.006 0.007 0.005
Si -0.092 10.734 9.353 -0.001 -0.009 -0.001
Si 3.85 10.451 9.223 -0.004 0.001 -0.007
Si 7.757 12.723 8.87 0.001 0 -0.001
Si 11.576 10.463 9.194 -0.011 -0.006 0.002
Si 0.242 2.872 10.558 0.011 -0.001 0
Si 4.1 3.466 10.754 -0.005 0 -0.01
Si 10.906 0.784 11.36 0.004 -0.006 0.022
Si 10.096 4.798 9.649 -0.001 -0.039 0.016
Si 1.89 10.403 10.555 0.008 -0.063 0.034
Si 5.798 9.811 10.422 0.005 -0.005 -0.004
Si 9.963 8.841 12.098 -0.009 -0.013 0.01
Si 13.476 9.967 10.582 0.002 0.015 -0.006
Si 1.374 2.375 13.503 0.002 0 -0.015
Si 2.411 -0.643 13.183 -0.002 -0.001 -0.005
Si 7.815 0.763 11.071 -0.009 0.01 0.007
Si 12.374 -1.832 12.388 0.004 0.001 -0.004
Si 1.371 7.336 11.113 -0.006 0.038 0.025
Si 5.715 7.539 10.808 -0.016 0.005 -0.001
Si 9.69 9.136 9.833 0.015 -0.016 -0.001
Si 13.678 7.581 10.839 0.034 -0.026 0.023
O 9.324 13.126 11.622 0 0.001 -0.004
O 4.016 12.561 12.949 -0.006 -0.005 0.006
O 0.362 3.434 20.003 0.001 0.002 0
O 14.446 -0.02 27.653 -0.003 0 -0.007
O 0.035 14.102 10.167 -0.003 0.01 0.01
O 10.277 7.301 12.608 0.008 0.004 -0.004
O 7.389 6.745 28.225 -0.001 -0.004 0.006
O 2.16 5.26 28.198 -0.001 -0.01 -0.003
O 10.079 -1.188 14.938 -0.001 -0.001 0.001
O 2.001 11.205 14.438 -0.002 -0.002 0.003
O 9.148 4.623 10.973 0.01 0.003 -0.014
O 11.164 9.894 12.404 0.011 0.009 0.005
O 11.903 12.513 12.028 -0.003 -0.003 -0.005
O 9.459 3.753 8.551 0.007 0.002 -0.003
O 12.749 6.799 11.947 -0.008 0.011 -0.001
O 3.87 4.536 11.98 -0.002 -0.003 0.008
O 6.174 10.057 12.078 0 -0.003 0.005
O 6.41 13.064 11.811 -0.002 0.002 -0.003
O 1.88 11.455 11.82 0.004 0 0.005
O 15.735 2.564 14.661 -0.005 0 0.004
O 11.254 2.22 12.127 0.002 0.004 -0.004
O 11.385 13.577 16.605 0.001 0.002 -0.001
O 1.891 8.88 11.157 -0.021 0.026 -0.024
O 1.666 13.614 13.37 0.001 0.003 0.002
O 15.426 6.685 28.084 -0.006 0.003 -0.001
O 4 0.559 27.246 -0.001 0.001 -0.003
O 8.991 0.634 25.68 -0.001 0.005 -0.001
O 4.711 7.599 28.307 0.006 0.004 -0.056
O 7.408 11.714 24.511 0.001 -0.002 -0.008
O 1.527 2.963 27.16 -0.003 -0.006 -0.028
O 13.406 8.077 27.129 0.003 0 0.007
O 3.838 9.757 27.253 -0.001 -0.014 0.004
O 6.488 5.342 25.582 -0.012 0.011 -0.01
O 8.117 3.105 26.115 0.001 -0.001 -0.001
O 5.613 2.605 27.617 0 0 -0.005
O 10.533 2.602 24.952 0.004 0.001 -0.003
O -0.118 -3.067 27.689 0.002 -0.002 -0.007
O 2.273 7.653 27.197 0.027 0.001 0
O -2.354 10.758 26.505 0.001 -0.002 0
O 15.484 3.302 24.913 -0.001 0 -0.002
Si 9.409 11.112 18.312 -0.001 0.002 0.003
Si 10.795 -0.472 22.439 -0.002 -0.002 -0.005
Si 6.742 4.427 14.302 0.003 0.001 -0.009
Si 7.821 3.547 22.833 -0.001 0 -0.002
Si 13.155 5.882 19.428 -0.002 0.001 0.005
Si 11.59 2.058 23.826 -0.005 0.002 -0.001
Si 6.595 7.446 15.511 0.003 0.004 0.001
Si 5.411 7.248 20.38 -0.002 -0.002 -0.003
Si 14.775 8.493 16.698 -0.003 0.002 0.005
Si 1.383 -0.36 18.327 -0.001 0.002 0.002
Si 5.418 9.783 18.829 -0.001 0 0.002
Si 11.773 7.932 15.638 0.001 -0.001 0.002
Si 7.793 -0.43 25.933 0.002 -0.009 0.004
Si 7.972 11.222 23.062 -0.004 0.005 0.003
Si 11.528 10.85 15.097 -0.002 -0.001 0.003
Si 14.159 9.47 26.606 -0.005 0 -0.011
Si 14.932 5.505 16.911 0.002 0.001 0.004
Si 1.554 8.829 21.734 0.002 -0.001 -0.007
Si -1.075 3.331 20.746 -0.004 0.002 -0.006
Si 6.961 8.183 22.749 -0.001 0.001 -0.004
Si 13.429 10.945 21.486 -0.003 -0.001 -0.004
Si 3.276 1.88 19.113 -0.002 0.007 -0.004
Si 3.434 4.464 23.595 0.001 -0.001 -0.003
Si 7.809 5.916 21.184 -0.001 0.003 -0.006
Si -0.884 2.591 23.742 0 0.007 -0.002
Si 14.293 3.237 14.897 -0.002 0.003 0.002
Si 9.235 8.054 17.341 0.002 -0.002 0
Si 3.83 8.127 27.056 0.012 -0.025 0.04
Si 5.275 1.351 26.648 0.005 -0.005 -0.005
Si -3.536 12.357 17.554 0.003 -0.005 0.005
Si 11.581 6.387 13.011 0.003 0.001 -0.002
Si 3.062 10.856 20.105 0 0.001 -0.001
Si 8.705 12.218 15.619 -0.001 -0.001 -0.003
Si -0.049 10.298 23.915 -0.004 -0.007 0.003
Si 3.46 7.053 13.104 -0.008 0.001 -0.006
Si 8.049 2.222 16.158 0 0.004 0.005
Si 21.43 13.666 18.016 -0.004 0.006 0.007
Si 5.238 14.888 23.603 -0.009 -0.003 0.004
Si 4.097 9.002 15.396 -0.003 0 -0.001
Si 11.914 2.232 16.174 -0.008 0.002 0.001
Si 14.473 8.671 19.823 -0.002 -0.003 0
Si 1.077 0.348 23.94 0.003 0.001 -0.001
Si -1.288 0.468 19.599 -0.002 0.003 -0.004
Si 5.5 6.489 24.891 -0.015 0.006 0.021
Si 9.445 2.136 26.086 0.001 -0.001 0.009
Si 5.992 11.149 16.222 0 -0.002 0.003
Si 1.541 10.453 15.837 -0.002 0.003 -0.002
Si 10.236 3.304 18.204 -0.003 -0.001 0.003
Si 4.788 13.379 11.746 0.003 -0.003 0.001
Si 7.143 8.902 12.764 0 0.007 0.001
Si 11.761 3.249 13.32 -0.009 0.009 -0.006
Si 3.867 4.274 13.608 -0.002 0.008 -0.008
Si 7.194 11.716 20.231 -0.003 0 0
Si 1.374 4.278 19.057 0.002 -0.002 0
Si 10.005 6.021 19.291 0.003 0.001 0.003
Si 3.463 13.292 21.809 -0.001 0 -0.005
Si 2.619 6.026 21.193 -0.004 0.003 -0.008
Si 10.224 2.203 21.263 0 -0.003 -0.004
O 14.487 4.724 15.549 0.001 -0.003 -0.001
O 11.36 2.736 22.332 0.001 0.001 0.002
O 14.784 8.999 18.255 -0.002 -0.002 -0.006
O 13.4 3.31 13.511 0.003 -0.001 0.003
O 10.894 11.688 18.61 -0.001 0.001 -0.002
O 8.64 11.145 19.728 -0.001 0.001 0
O 6.743 12.981 19.298 -0.001 0 -0.003
O 12.04 6.773 14.527 -0.006 0.001 -0.008
O 13.618 5.626 17.883 0.002 0 -0.004
O 0.608 11.698 24.478 0.001 0.004 0
O 13.523 2.229 15.927 0.004 -0.001 -0.002
O 11.681 3.22 17.453 0.001 -0.002 -0.002
O 4.876 10.449 15.264 0.001 0.001 -0.002
O 4.476 7.167 11.823 0.006 0.002 0.001
O 6.491 0.302 26.545 -0.004 0.005 0.004
O 9.412 9.655 17.585 -0.001 0.002 -0.002
O 9.219 2.506 17.241 -0.003 -0.001 -0.002
O 14.845 9.361 25.131 0.001 0.006 -0.007
O 8.818 2.698 21.895 -0.001 0.002 0
O 15.826 8.914 20.662 -0.002 0.001 0.002
O 11.585 6.281 19.524 -0.002 -0.002 -0.001
O 1.641 11.427 19.566 -0.001 0.001 -0.002
O 2.155 12.989 22.733 -0.001 -0.001 0.002
O 4.777 13.597 22.729 0.002 0.006 0.005
O 14.227 -0.65 20.776 -0.002 0 -0.001
O 18.055 0.719 18.197 -0.001 -0.002 0.002
O 13.077 2.454 24.33 0.001 0.001 0
O 4.562 7.489 25.776 0.007 -0.022 -0.003
O 6.187 10.447 20.094 0 0.001 0
O 7.231 4.556 12.737 0 -0.003 0.009
O 0.668 4.686 17.648 -0.003 0.001 -0.003
O 4.406 5.714 23.973 0.007 -0.006 0.011
O 14.584 3.448 22.359 -0.002 -0.002 0.003
O 7.744 3.484 15.176 -0.001 -0.002 0.002
O 9.283 5.495 20.653 -0.002 -0.001 0.001
O 14.006 7.127 20.035 -0.002 0.002 -0.002
O 6.269 10.101 17.471 -0.002 0.002 -0.001
O 6.477 7.552 24.16 0.003 0.001 -0.002
O 5.205 8.196 19.078 -0.002 0 0.001
O 14.205 10.579 22.869 -0.002 0.001 -0.001
O 1.987 7.298 21.969 -0.002 -0.003 0.001
O 2.571 3.931 24.878 0.002 0.002 -0.005
O 6.813 2.427 23.45 0 0.003 -0.002
O 2.678 3.233 13.979 0 -0.004 0.001
O 8.475 13.781 15.203 -0.001 0.001 0.001
O 3.933 10.461 18.783 0 0.001 -0.003
O 9.213 7.361 18.817 -0.002 0.002 -0.004
O 3.094 1.64 20.727 0 -0.003 0.003
O 3.874 11.975 20.956 -0.002 0 0.002
O 10.272 13.391 21.272 -0.001 0 0.001
O 7.305 12.069 21.821 0.002 -0.001 0
O -2.068 4.54 20.305 0.001 0 0
O 4.135 6.296 20.67 -0.002 0.001 0.003
O 5.452 12.52 16.945 0.001 -0.001 -0.003
O -1.692 1.888 20.288 0 -0.004 0.001
O 1.765 5.643 19.859 0 0 0.004
O 6.685 8.454 14.237 0 -0.005 0.008
O 7.071 4.644 21.897 -0.003 -0.003 0.004
O 4.366 3.281 23.017 -0.002 0.004 0.008
O 3.597 8.447 13.94 0.001 0 0.004
O 5.692 8.156 21.719 0.001 0.001 0.003
O 7.86 7.715 16.52 -0.001 -0.001 -0.001
O 15.609 9.57 15.773 0.001 0 0
O 13.118 0.093 18.451 0 0.002 0.002
O 12.701 11.167 13.989 -0.005 0.001 -0.001
O 9.766 4.852 18.191 -0.001 -0.003 -0.001
O 11.136 9.278 14.999 0.003 0.003 -0.002
O -0.007 7.01 16.544 -0.003 -0.001 -0.002
O 13.204 8.327 16.291 0 -0.001 -0.003
O 2.682 3.355 18.756 -0.002 -0.002 0.001
O 6.68 5.897 15.013 -0.001 0 0.001
O 6.729 6.343 20.037 0 -0.001 0.001
O 13.352 9.684 20.444 0 0.001 0.001
O 15.568 0.527 18.764 -0.002 -0.002 0.001
O 8.505 4.486 24.009 -0.001 0 0
O 9.585 11.431 23.014 0 0 0.001
O 5.259 3.728 14.266 0 -0.001 0.005
O 4.832 1.791 18.686 0 -0.003 -0.001
O 10.592 7.428 16.651 -0.002 0.001 0
O 1.747 1.313 25.092 -0.001 -0.004 -0.003
O 7.595 9.65 22.94 -0.003 -0.003 0.002
O 5.098 7.871 16.097 -0.001 -0.002 -0.003
O 7.329 11.373 15.287 -0.004 -0.002 -0.001
O -3.174 11.17 16.502 -0.001 0.001 -0.002
O -2.412 5.532 28.304 -0.004 0.002 0
O 11.268 4.78 12.975 0.004 -0.003 0.004
O -0.263 1.114 23.398 -0.003 -0.003 0.001
O 3.715 5.816 14.149 0.001 -0.006 0.005
O 4.891 14.703 25.171 0 0.006 -0.014
O 8.751 12.171 17.257 0 0 -0.002
O 11.437 0.434 23.649 -0.002 0 0
O 8.108 7.183 22.167 -0.002 0.003 0.004
O 2.508 4.852 22.317 0.005 -0.001 0.009
O 1.134 9.464 23.167 -0.003 0.003 0.004
O 10.375 2.71 19.723 -0.003 0.002 -0.004
O 11.9 11.341 21.835 0.001 0.002 0.002
O 16.745 11.632 16.939 -0.001 -0.002 -0.001
O 2.728 9.375 16.235 -0.001 -0.001 0
O 6.782 14.72 17.106 0.003 -0.001 -0.005
O 2.838 9.595 21.095 -0.001 -0.002 0
O 4.489 2.166 11.743 0.002 -0.008 0
O -1.206 3.662 10.395 -0.009 0.001 0.001
O 7.751 12.932 29.172 0.003 -0.005 -0.004
O 6.906 10.331 29.117 0.001 0.003 -0.003
O 11.175 2.736 14.783 0.003 -0.003 0.006
O -3.463 16.964 30.491 0.006 -0.002 -0.02
O 4.082 13.016 10.331 0 0.006 0.007
O 8.395 4.258 28.881 -0.002 0.008 -0.001
O 8.985 5.51 26.571 -0.002 -0.001 -0.017
O 8.672 9.423 12.911 0.005 -0.004 -0.006
O 17.441 6.734 12.507 0 0.019 -0.021
O 12.571 2.964 28.159 -0.006 -0.001 -0.002
O 5.351 5.116 28.4 -0.004 0.009 -0.007
O 12.023 13.351 27.046 -0.004 0.001 -0.006
O -0.245 7.262 11.3 -0.007 0.006 -0.009
O 7.098 7.575 11.759 0.008 0 0.003
O -3.808 17.128 9.882 -0.013 0.001 -0.001
O 17.135 12.962 28.18 -0.006 0.003 -0.003
O 0.749 15.777 12.109 0.003 -0.005 0.009
O 9.678 -3.984 29.695 0.001 -0.006 -0.001
O 7.849 2.355 11.379 0.005 -0.012 -0.003
O 10.093 2.164 27.595 0.008 -0.002 -0.006
O 9.878 6.371 29.055 -0.006 0.004 -0.004
O 8.27 11.323 27.077 -0.001 0.005 0

Results
free energy: -262373.978 eV
free energy less fixed offsets of O -568.88, Si -635.61 eV per atom: -5.398 eV

The program warned: the cutoff lies below the one the program advises for these potential files; the forces do not sum to zero within the program's tolerance; the exchange-correlation potential is rough where the density is thin.
